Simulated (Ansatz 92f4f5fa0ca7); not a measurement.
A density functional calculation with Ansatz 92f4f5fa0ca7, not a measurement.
Periodic cell of 375 atoms, Si241O134, from a study of silicon, its oxide and their interface. The atomic structure is a simulated model.
Doubt: the cutoff is far below the 930 eV that the study's wrapper takes by default for these files, so forces and energies are approximate.
This geometry differs little from another in the collection (a relaxation step or a small displacement).

Settings
functional: PBE
potential files: Ansatz PAW
basis: plane waves
wave-function cutoff: 580 eV
density cutoff ratio: 5
exchange-correlation grid ratio: 1
k mesh: 1 x 1 x 1, Gamma-centred
self-consistency stop: 5e-08 eV per atom in the density residual
occupations: fixed
spin: none
net charge: 0

Cell vectors (angstrom)
a, 11.6015, 0, 0
b, 0, 13.3963, 0
c, 0, 0, 42.4126

Atoms and the computed forces on them: element, x, y, z (angstrom), force x, y, z (eV/angstrom)
Si, 0, 2.2327, 1.1851, 0.0543, -0.0077, 0.0141
Si, 3.8672, 2.2327, 1.1851, -0.0053, 0.0075, -0.0327
Si, 7.7343, 2.2327, 1.1851, 0.0815, 0.0021, 0.0213
Si, 1.9336, 5.5818, 1.1851, -0.0269, 0.0547, -0.0381
Si, 5.8008, 5.5818, 1.1851, -0.0147, 0.0796, 0.0633
Si, 9.6679, 5.5818, 1.1851, -0.0211, 0.0279, -0.0028
Si, 0, 8.9308, 1.1851, -0.01, 0.0091, 0.036
Si, 3.8672, 8.9308, 1.1851, -0.0478, -0.0424, -0.0141
Si, 7.7343, 8.9308, 1.1851, 0.0019, -0.0888, 0.0494
Si, 1.9336, 12.2799, 1.1851, -0.0069, 0.0058, -0.0551
Si, 5.8008, 12.2799, 1.1851, -0.0404, -0.0242, 0.0937
Si, 9.6679, 12.2799, 1.1851, 0.0067, -0.0134, -0.0005
Si, 1.9336, 1.1164, 1.9745, -0.0813, 0.1251, -0.034
Si, 5.8008, 1.1164, 1.9745, -0.1776, 0.0792, -0.0512
Si, 9.6679, 1.1164, 1.9745, -0.2435, 0.0323, -0.0429
Si, 0, 4.4654, 1.9745, 0.035, 0.0636, -0.0346
Si, 3.8672, 4.4654, 1.9745, -0.0195, -0.0588, -0.0392
Si, 7.7343, 4.4654, 1.9745, 0.1647, -0.0711, -0.0482
Si, 1.9336, 7.8145, 1.9745, 0.2476, -0.1057, 0.0106
Si, 5.8008, 7.8145, 1.9745, 0.0703, -0.1912, -0.0115
Si, 9.6679, 7.8145, 1.9745, 0.0025, -0.0094, 0.029
Si, 0, 11.1635, 1.9745, 0.0366, 0.0402, -0.0197
Si, 3.8672, 11.1635, 1.9745, -0.0994, 0.0667, -0.0397
Si, 7.7343, 11.1635, 1.9745, 0.102, 0.069, -0.0686
Si, 1.9336, 1.1164, 4.3426, -0.3812, 0.1421, -0.6565
Si, 5.8008, 1.1164, 4.3426, -0.4493, 0.3147, 0.625
Si, 9.6679, 1.1164, 4.3426, -0.6106, 0.0567, -0.1213
Si, 0, 4.4654, 4.3426, 0.2866, -0.0272, -0.1129
Si, 3.8672, 4.4654, 4.3426, 0.2156, 0.0775, 0.084
Si, 7.7343, 4.4654, 4.3426, 0.4568, -0.0627, 0.7572
Si, 1.9336, 7.8145, 4.3426, 0.3999, -0.1656, -0.3183
Si, 5.8008, 7.8145, 4.3426, 0.2101, -0.6217, -0.0624
Si, 9.6679, 7.8145, 4.3426, 0.0955, 0.1072, -0.1615
Si, 0, 11.1635, 4.3426, 0.0839, -0.2796, -0.5988
Si, 3.8672, 11.1635, 4.3426, -0.2146, 0.2057, -0.0459
Si, 7.7343, 11.1635, 4.3426, 0.1374, 0.1885, 0.4371
Si, 0, 0, 38.072, 0.0034, 0.0267, 0.0939
Si, 3.8672, 0, 38.072, -0.062, 0.2537, -0.018
Si, 7.7343, 0, 38.072, -0.3104, 0.3637, -0.0178
Si, 1.9336, 3.3491, 38.072, 0.0997, -0.1025, 0.001
Si, 5.8008, 3.3491, 38.072, 0.1492, 0.0703, -0.3275
Si, 9.6679, 3.3491, 38.072, -0.2697, 0.1389, 0.0644
Si, 0, 6.6981, 38.072, -0.4987, -0.0747, 0.045
Si, 3.8672, 6.6981, 38.072, 0.4366, -0.044, 0.0877
Si, 7.7343, 6.6981, 38.072, 0.1195, -0.0631, -1.0442
Si, 1.9336, 10.0472, 38.072, 0.0315, 0.0008, 0.5473
Si, 5.8008, 10.0472, 38.072, -0.1472, -0.2417, 0.3922
Si, 9.6679, 10.0472, 38.072, 0.1749, -0.4065, 0.069
Si, 0, 0, 40.4402, -0.0062, 0.0148, 0.0042
Si, 3.8672, 0, 40.4402, -0.0209, 0.1063, 0.0223
Si, 7.7343, 0, 40.4402, -0.1271, 0.1183, 0.0366
Si, 1.9336, 3.3491, 40.4402, 0.0546, -0.0082, -0.0042
Si, 5.8008, 3.3491, 40.4402, 0.0817, 0.0208, -0.0101
Si, 9.6679, 3.3491, 40.4402, -0.088, 0.0718, -0.004
Si, 0, 6.6981, 40.4402, -0.1798, 0.001, 0.0125
Si, 3.8672, 6.6981, 40.4402, 0.1342, 0.0133, 0.0347
Si, 7.7343, 6.6981, 40.4402, 0.0547, -0.0395, 0.0966
Si, 1.9336, 10.0472, 40.4402, 0.0105, 0.0112, 0.0092
Si, 5.8008, 10.0472, 40.4402, -0.0702, -0.1396, -0.0066
Si, 9.6679, 10.0472, 40.4402, 0.0606, -0.1685, 0.0249
Si, 0, 2.2327, 41.2296, -0.0584, -0.0014, -0.0206
Si, 3.8672, 2.2327, 41.2296, -0.0025, -0.0114, 0.0142
Si, 7.7343, 2.2327, 41.2296, -0.0434, 0.0028, 0.0169
Si, 1.9336, 5.5818, 41.2296, 0.0108, -0.0547, -0.0578
Si, 5.8008, 5.5818, 41.2296, -0.018, -0.0638, -0.0456
Si, 9.6679, 5.5818, 41.2296, 0.0333, -0.0339, 0.0243
Si, 0, 8.9308, 41.2296, 0.0261, 0.0067, 0.038
Si, 3.8672, 8.9308, 41.2296, 0.0499, 0.0438, 0.0638
Si, 7.7343, 8.9308, 41.2296, -0.0192, 0.095, -0.0365
Si, 1.9336, 12.2799, 41.2296, 0.0131, -0.0097, 0.028
Si, 5.8008, 12.2799, 41.2296, 0.0318, 0.0069, -0.0512
Si, 9.6679, 12.2799, 41.2296, 0.0021, 0.0088, -0.076
Si, -2.5097, 5.3798, 27.4465, -0.0008, 0.0033, 0.002
Si, 1.9879, -1.7784, 31.923, 0.0113, 0.0043, 0.0055
Si, 11.4082, 2.1912, 34.0528, -0.0016, 0.0023, 0.0112
Si, -0.2156, -0.0299, 27.5613, -0.0135, -0.0054, -0.0024
Si, 8.7257, -3.1295, 20.9698, 0.0003, 0.0003, 0.0025
Si, 7.786, 0.5089, 31.799, 0.0025, -0.0035, 0.0185
Si, -2.849, 6.2293, 30.4778, -0.0042, 0.0036, -0.0016
Si, 5.6708, 5.9406, 31.7105, -0.0013, 0.0009, -0.0253
Si, 2.1085, 9.2441, 32.4426, 0.0047, -0.0104, 0.0077
Si, 4.8409, 10.4259, 24.1159, 0.0037, -0.0019, 0.0024
Si, 11.4153, 12.2161, 30.933, -0.0009, -0.0023, 0.004
Si, 7.7532, 10.3909, 31.9029, 0.0017, -0.0051, 0.0094
Si, 3.1983, 4.7491, 27.1365, 0.0007, 0.0032, -0.0017
Si, 9.5218, -1.4643, 23.378, 0.0004, -0.0006, 0.0006
Si, 10.9237, 0.8921, 29.8379, 0.0013, 0.0159, -0.0029
Si, -3.8526, 9.1176, 33.9822, -0.0012, 0.0024, 0.0005
Si, 4.0272, -0.8248, 30.9947, 0.0067, 0.0016, -0.003
Si, 11.4988, 2.6148, 31.657, 0.0002, 0.0019, -0.0029
Si, 1.6149, 5.4072, 31.8315, -0.0077, -0.0075, 0.0037
Si, -0.9637, 5.0084, 31.7013, -0.0037, 0.0032, 0.0023
Si, 6.1239, 12.2024, 32.0382, -0.008, 0.0048, -0.0044
Si, 7.6364, 15.3924, 33.8788, -0.0052, 0.0013, 0.0022
Si, 0.3468, 5.9311, 26.9617, -0.0015, -0.0002, -0.0012
Si, 13.2169, 8.4492, 28.4542, -0.0009, 0.001, -0.0008
Si, 4.5647, -1.5981, 28.842, 0, -0.0018, 0.0021
Si, 3.5597, 2.3868, 33.9735, -0.006, -0.0016, -0.0037
Si, 9.383, -1.2576, 32.1759, -0.0069, 0.0046, -0.0007
Si, 1.8865, 5.5917, 34.1963, 0.0022, -0.0025, -0.0009
Si, 5.8122, 5.6267, 34.0386, 0.0019, 0.0028, 0.0137
Si, 9.7943, 5.5001, 33.931, -0.0023, 0.0008, -0.0016
Si, 2.8846, 7.3723, 31.1094, 0.0096, 0.0031, 0.0088
Si, 3.7211, 8.9784, 34.2462, -0.0031, -0.0036, -0.0038
Si, 11.8264, 8.9584, 34.069, 0.0006, -0.0057, -0.0029
Si, 1.9602, 12.2881, 34.1989, -0.0051, -0.0009, -0.0001
Si, 5.8059, 12.2732, 34.3355, -0.0025, 0.0031, 0.0068
Si, 9.7103, 12.2494, 34.4429, -0.0013, -0.002, 0.0026
Si, 1.7833, 1.1478, 34.8908, 0.0036, 0.0016, -0.0009
Si, 5.5946, 1.1831, 34.7817, 0.0071, -0.0002, 0.0078
Si, 9.5408, 1.1108, 34.9864, 0.0035, 0.0068, -0.0007
Si, -0.0059, 4.4035, 34.9723, 0.0002, -0.0039, 0.0081
Si, 3.8659, 4.5285, 34.9006, -0.004, 0.0019, 0.0053
Si, 7.7701, 4.3703, 34.642, 0.0044, -0.001, 0.0032
Si, 1.9218, 7.7672, 35.1314, 0.0011, 0.003, -0.005
Si, 5.8055, 7.8988, 34.7727, 0.0035, 0.0014, 0.0029
Si, 9.7348, 7.8395, 34.6231, -0.0021, -0.0008, 0.0025
Si, 0.0784, 11.1241, 35.0083, 0.0043, 0.0046, 0.0051
Si, 3.8567, 11.1723, 35.0437, 0.0028, 0.0026, 0.001
Si, 7.751, 11.1813, 35.1317, -0.0005, -0.0038, -0.0042
Si, 1.9162, 1.1126, 37.2703, 0.002, 0.0017, 0.0024
Si, 5.7669, 1.1448, 37.2117, 0.0015, -0.0013, -0.0028
Si, 9.6615, 1.1274, 37.3255, 0.0007, 0.0011, 0.0033
Si, 0.0004, 4.4491, 37.3158, 0.0003, 0.0012, -0.0011
Si, 3.8706, 4.471, 37.2754, 0.0021, -0.0009, -0.0004
Si, 7.741, 4.4396, 37.1502, -0.0017, 0.0008, 0.0018
Si, 1.9305, 7.7931, 37.4232, -0.0002, 0.0058, 0.0062
Si, 5.8012, 7.834, 37.2078, 0.0006, -0.0013, 0.0004
Si, 9.6796, 7.8215, 37.1426, -0.0018, 0.0007, 0.0007
Si, 0.0079, 11.1545, 37.3367, -0.0014, 0.0018, 0.0015
Si, 3.869, 11.1694, 37.3596, 0.0005, 0.0011, 0.0032
Si, 7.7315, 11.1605, 37.4173, -0.0009, 0.0004, 0.006
Si, -0.0462, -0.0178, 5.0325, 0.0002, 0.0008, -0.0051
Si, 3.792, -0.0031, 5.1739, 0.0021, 0.0007, 0.0015
Si, 7.6848, 0.008, 5.1869, -0.0055, -0.0017, 0.0094
Si, 1.9428, 3.3536, 5.1523, -0.0034, -0.005, 0.0011
Si, 5.8092, 3.3914, 5.1993, -0.0043, 0, 0.002
Si, 9.7653, 3.306, 5.2227, 0.0006, 0.0034, 0.0007
Si, 0.0131, 6.7167, 5.0903, 0.0034, -0.0033, 0.0001
Si, 3.9069, 6.6736, 5.2141, 0.0021, -0.0006, -0.0009
Si, 7.7815, 6.696, 5.1924, 0.003, 0.0003, 0.004
Si, 1.9409, 10.0388, 5.0835, 0.0031, 0.0014, -0.003
Si, 5.7909, 10.0241, 5.0026, -0.0015, -0.0142, 0.0104
Si, 9.6918, 10.0429, 5.1253, -0.0001, -0.002, -0.0029
Si, 0.1045, 0.4732, 7.2833, 0.0007, 0.0096, 0.0099
Si, 2.5097, 0.1631, 7.2164, 0.0118, -0.0126, 0.0117
Si, 6.8471, 0.2044, 7.4672, 0.0014, -0.0044, -0.0078
Si, 1.6175, 3.5008, 7.5172, -0.0019, -0.007, -0.0018
Si, 5.773, 3.9981, 7.5698, 0.0002, 0.0118, -0.0036
Si, 10.9368, 2.7609, 7.3567, 0.0016, -0.0071, 0.0028
Si, 0.6513, 7.2193, 7.2995, -0.006, -0.0061, 0.0017
Si, 4.3138, 6.1063, 7.5567, 0.0054, 0.0055, 0.0051
Si, 8.2942, 6.7225, 7.5532, -0.0046, 0.001, -0.0078
Si, 1.3104, 9.4915, 7.2676, -0.0096, 0.003, -0.0058
Si, 5.596, 9.7448, 7.2622, 0.0114, -0.0157, -0.0325
Si, 10.5216, 9.8491, 7.3235, 0.0072, 0.002, -0.0036
Si, 4.1498, 4.6528, 11.9755, 0.0009, 0.0003, 0.0007
Si, 2.0933, 5.6639, 8.1822, 0.0029, 0.0084, 0.0034
Si, 10.4796, -0.134, 9.21, -0.0115, 0.0032, -0.0143
Si, 7.7416, 4.7328, 8.6767, 0.0119, -0.018, 0.0004
Si, 8.2043, 9.8649, 10.1823, -0.001, 0.0054, -0.0073
Si, 14.3301, 0.5003, 10.6282, -0.0041, 0.0038, 0.0013
Si, -1.3458, 7.745, 8.345, 0.0011, -0.0101, -0.0036
Si, 6.8281, 8.6928, 17.0657, 0.0005, 0.0008, 0.0011
Si, 10.7006, 5.7713, 12.0679, -0.0003, -0.0117, 0.0143
Si, 0.3588, 10.8603, 10.5955, -0.0011, 0.0054, 0.0145
Si, 10.0271, 11.0136, 9.2228, -0.0173, -0.0133, -0.0016
Si, 14.625, 15.2846, 8.6583, -0.0245, 0.001, 0.0039
Si, 5.5713, -1.6289, 8.355, 0.0011, 0.025, 0.0208
Si, 5.3769, 1.7877, 8.5718, 0.0092, -0.0081, -0.0139
Si, 6.9713, 4.2181, 11.6123, -0.0038, 0.0048, 0.0011
Si, 0.4716, -0.246, 11.0184, 0.0186, -0.0051, 0.0014
Si, 10.29, 11.636, 16, -0.0023, 0.0019, 0.0027
Si, 13.4532, 5.7415, 10.4725, 0.0023, -0.0009, 0.0076
Si, 1.8614, 15.3408, 18.3073, -0.0009, 0.0012, 0.0033
Si, 4.1053, 9.5508, 10.5238, 0.0013, -0.0024, -0.0093
Si, 6.2352, 13.8088, 10.5951, 0.0033, -0.0256, 0.0149
Si, 3.3294, 12.2801, 8.9368, 0.0107, 0.0176, -0.0184
Si, 8.3057, 14.2285, 9.2522, -0.0016, 0.0009, 0.0116
Si, 11.8947, 14.3674, 15.7691, -0.0023, 0.0026, 0.0014
Si, 6.0994, 5.9781, 18.2005, 0.0047, 0.0001, 0.0004
Si, 5.0407, 7.1446, 13.3107, -0.0002, -0.001, -0.0025
Si, 10.0333, -5.108, 10.6971, -0.0014, -0.0024, 0.0109
Si, 4.4835, 0.5469, 12.3757, -0.0028, -0.0092, 0.0117
Si, 9.5312, 3.0255, 11.4383, 0.0033, 0.0109, -0.006
Si, 9.3172, 2.971, 9.074, -0.0054, 0.0271, 0.0058
Si, -0.5491, 14.0262, 12.9296, -0.0097, 0.0126, 0.0244
Si, 7.2383, 8.5875, 8.4721, -0.0008, -0.0006, -0.0066
Si, 14.2751, 8.4085, 12.1292, 0.007, 0.0071, -0.0128
Si, 4.9879, 8.0755, 8.8438, -0.0185, -0.002, -0.0062
Si, 6.1168, 11.1982, 10.5583, -0.0084, 0.0396, 0.0143
Si, 10.3043, 9.4292, 13.9318, -0.0002, 0.001, 0.0005
O, 15.3615, 11.3836, 17.9011, -0.0011, -0.0002, 0.0027
O, 17.7706, -1.0427, 18.378, 0.0009, 0.0003, 0.0014
O, 6.6733, -0.1074, 20.7576, 0.0005, 0.0006, 0.002
O, 22.5414, 2.4264, 24.6385, 0.0006, -0.0003, 0.0036
O, 7.2849, 18.4715, 10.2616, 0.0004, -0.0024, 0.0007
O, 15.1875, -2.9416, 25.1881, -0.0008, 0.0012, 0.0039
O, 18.6912, 13.9544, 23.2884, 0.0006, 0.0007, 0.0014
O, 13.4893, 24.9665, 19.8579, 0.0007, 0.0008, 0.0011
O, 16.1797, 25.8988, 13.2348, 0.0003, 0.0021, -0.0023
O, 9.8239, 17.079, 19.9507, 0.0001, 0.0004, 0.0012
O, 21.1118, 19.243, 15.6596, 0.0015, 0.0033, -0.0003
O, 3.8679, 3.1471, 15.8738, 0.0002, 0.0004, -0.0001
O, 6.1736, 2.3556, 26.7635, -0.0008, -0.0005, 0.0035
O, 7.3155, -4.5658, 28.9492, -0.0017, 0.0058, 0.0042
O, 8.2565, 4.0477, 27.0072, -0.0002, -0.0016, 0.0025
O, 8.9475, 6.4675, 26.2122, 0.0008, -0.0002, 0.0012
O, 7.4871, 21.8642, 24.2581, 0.0028, 0.0003, 0.0007
O, 14.7, 0.4555, 23.0329, 0.0006, 0.0005, 0.0024
O, 9.7237, -3.5282, 19.7634, 0.0008, 0.0014, 0.0003
O, -14.51, -0.8079, 19.1263, 0.0009, 0.0011, 0.0001
O, -0.1506, 18.4574, 18.2442, 0.0014, 0.0023, -0.0006
O, -0.6401, 8.3818, 18.0119, 0.0004, 0.0006, 0.0009
O, 5.0959, 10.2589, 28.5872, -0.0014, 0.0032, 0.0026
O, -4.2896, -6.7639, 22.2091, 0.0002, 0.0008, 0.0011
Si, 8.2271, 18.4073, 16.1978, -0.0036, -0.0023, 0.0038
Si, 7.1284, -0.8423, 27.4334, 0.0021, -0.0013, -0.0002
Si, 3.5427, 4.7715, 22.5631, 0.0015, 0.0028, 0.0005
Si, 8.5411, 14.3268, 29.5661, -0.0006, 0.004, -0.032
Si, 9.8511, 27.1157, 19.2043, -0.0005, 0.0012, 0.003
Si, 16.0384, 16.4707, 14.3619, 0.0023, 0.0016, -0.0011
Si, 14.4233, 10.5814, 18.9631, 0.0009, 0.0005, 0.0029
Si, 0.7795, 18.4734, 21.5148, 0.0003, 0.0011, 0.0008
Si, 12.7648, -0.38, 19.9591, 0, 0.0005, 0.0018
Si, 12.65, 8.145, 21.7052, 0.0007, -0.0007, 0.0018
Si, 10.5921, 3.6102, 23.5939, 0.0005, 0.0019, -0.0009
Si, 3.9908, 8.9723, 21.4349, 0.0012, -0.0005, 0.0028
Si, 11.3981, 4.0669, 19.5556, 0.0015, -0.0003, 0.0025
Si, 6.6611, 18.4031, 14.4524, 0.0042, -0.0007, 0.0026
Si, 9.3192, 28.875, 16.5456, -0.0022, 0.0021, 0.0025
Si, 4.6876, 2.1551, 26.1091, 0.003, 0.0029, -0.0027
Si, 9.9499, 6.2719, 24.9087, -0.0005, 0.0012, -0.0004
Si, 8.4458, 26.7371, 14.6382, -0.0039, 0.001, 0.0018
Si, 6.9099, -0.6761, 24.3617, 0, -0.0011, -0.0008
Si, 21.3337, 9.4454, 18.2006, -0.0004, -0.0004, 0.003
Si, -3.0907, 9.2085, 30.0168, 0.0035, -0.0158, -0.0126
Si, 12.4638, 8.4616, 18.6536, 0.0009, -0.0003, 0.0027
Si, 3.7651, 6.6979, 24.9964, 0.0015, 0.0017, -0.0012
Si, 8.2025, 7.7905, 22.9689, 0, 0.0002, 0.0012
Si, 12.6432, 5.8267, 17.4097, -0.0016, 0.0005, 0.0036
Si, 10.9246, 0.8055, 24.7008, 0.0008, 0.0009, -0.0022
Si, 3.644, 17.406, 17.2391, 0.0006, 0.0008, 0.0012
Si, 13.8266, 10.2887, 9.2746, 0.0243, -0.0107, 0.0117
Si, 23.4256, 9.164, 12.1243, -0.008, -0.0114, 0.0017
Si, 5.9236, 6.4276, 21.3453, 0.0011, 0.0007, 0.0019
Si, 7.1281, 22.5826, 14.0222, -0.0042, 0.0074, 0
Si, 5.7504, 12.0736, 14.3011, 0.0009, 0.0027, -0.0071
Si, 9.173, 2.5846, 21.0097, 0.0009, 0.001, 0.0015
Si, 15.0496, 14.8842, 30.3582, 0.0103, 0.0024, 0.0126
Si, 4.0757, 1.7621, 23.109, 0.0001, 0.0006, -0.0008
Si, 17.646, 8.6338, 24.9663, -0.0017, 0.0029, 0.0006
Si, 6.4555, 9.6749, 27.8557, 0.0016, -0.0044, -0.0015
Si, 7.1184, 3.1958, 27.7967, 0.0007, 0.0038, 0.0031
Si, 4.8561, 3.9523, 29.5089, 0.0016, 0.0043, 0.005
Si, -4.9359, 1.1274, 21.7966, 0.0012, 0.0005, 0.0012
Si, 10.7936, 6.63, 15.0583, 0.0012, -0.0031, 0.0032
Si, 5.2774, 11.497, 17.3219, 0.0021, 0.0024, 0.0006
Si, -8.8607, 13.6458, 27.6741, 0.001, -0.0012, -0.003
Si, 11.1125, 10.7688, 29.1425, -0.0026, -0.0115, -0.0071
Si, 14.0783, 9.3734, 25.7064, 0.0017, -0.0006, -0.002
Si, 12.1431, 23.808, 23.7903, -0.0001, -0.0002, -0.0002
Si, 13.2385, 13.1311, 22.9835, 0.0007, 0, 0.0005
Si, 7.1833, 12.256, 19.638, 0.0001, 0.0006, 0.0018
Si, 2.2972, 16.3903, 31.8383, 0.0046, 0.0023, 0.0054
O, 15.35, 9.712, 19.9987, 0.0001, 0.001, 0
O, 19.1534, 2.3591, 21.147, 0.0004, 0.0001, 0.0017
O, 3.3443, 3.1924, 22.9017, 0.0009, -0.001, 0.0031
O, 4.7945, 19.5573, 12.017, 0.0007, 0.0042, 0.0031
O, -3.2882, -13.6339, 28.3888, 0.0008, 0.0001, 0.0058
O, 3.8744, 14.3062, 26.7395, -0.0002, -0.0006, 0.0048
O, 14.303, -5.4706, 24.9873, 0.0019, 0.0021, 0.0036
O, 15.9219, 15.0241, 13.6278, 0.0041, 0.0009, -0.0046
O, -10.902, 7.2356, 27.865, 0.0021, 0.0021, 0.0045
O, 18.7618, 8.4587, 15.4842, 0.0023, 0.0008, 0.0017
O, 5.4021, 3.6943, 11.513, 0.0015, -0.0004, 0.0005
O, 2.6523, 7.8104, 29.5372, 0.0014, -0.0011, 0.0007
O, 9.887, 13.5091, 23.6292, 0.0007, 0.001, 0.0024
O, 24.7907, 4.8777, 26.9258, 0.0013, -0.0009, 0.0039
O, 34.5301, -0.3675, 19.1709, 0.0019, -0.0003, 0.0017
O, 10.4352, 21.6078, 15.0198, 0.0008, 0.0008, -0.0004
O, 8.6727, -3.893, 13.5457, 0.0018, -0.0018, 0.0013
O, 14.1244, 9.1619, 27.3085, -0.0003, -0.0004, 0.0018
O, 12.077, 19.7697, 16.0011, 0.001, 0, 0.0007
O, 6.2422, 10.5482, 14.0521, 0.0018, -0.002, 0.0004
O, 9.6426, 20.2581, 11.4767, 0.0066, 0.0066, 0.0022
O, 15.3656, 16.873, 26.3084, 0, -0.0006, 0.004
O, 16.4693, 15.214, 24.5347, 0.0004, 0.0003, 0.0035
O, 5.1461, 15.0598, 21.8971, 0.0004, 0.0002, 0.0025
O, 0.3778, 22.5352, 22.7935, 0.0008, 0.0008, 0.0026
O, 20.135, 22.3535, 21.8971, 0.0013, 0.0006, 0.001
O, 21.1823, 20.5943, 23.6244, 0.0009, 0.0001, 0.0024
O, 29.4926, 21.5761, 13.022, -0.0036, -0.0043, 0.003
O, -11.2912, 4.215, 22.8402, 0.0001, -0.0005, 0.0027
O, -3.5114, -1.7752, 24.0822, 0.0012, 0.0013, 0.0019
O, 6.11, 22.0886, 26.6066, 0.0007, 0.001, 0.0031
O, -13.5547, 10.0321, 29.1769, 0.0016, 0.0065, 0.0066
O, 25.0273, 9.6408, 18.0604, 0.0005, 0.0009, 0.0001
O, -0.9001, 18.4831, 27.6131, 0.0019, 0.0002, 0.002
O, 12.1784, 14.2577, 14.1464, -0.0017, -0.0023, -0.007
O, -12.5264, 24.4325, 24.0701, 0.0008, 0.0005, 0.0021
O, 3.2, -1.2946, 27.9704, 0.0026, 0.0013, 0.0058
O, 9.5869, 16.4043, 22.4965, 0.0008, -0.0001, 0.0022
O, -14.4465, -1.273, 15.6865, 0.0042, -0.0005, 0.0006
O, 7.2298, 19.5531, 31.1663, -0.0041, -0.0025, 0.0108
O, 14.4857, 17.9411, 10.9727, -0.0009, -0.0021, -0.0056
O, 2.5016, 1.1121, 29.0525, 0.0027, -0.0013, -0.0011
O, 12.4117, 0.3507, 24.2299, 0.0008, 0.0003, 0.0024
O, 1.296, 0.2222, 26.9737, -0.0034, -0.0007, 0.0043
O, 33.37, 24.1364, 17.3287, 0.0015, 0.0016, -0.0012
O, 9.7904, 1.135, 20.6095, 0.0001, 0.0003, 0.0011
O, -5.8574, 12.8082, 28.2705, -0.0031, -0.0002, 0.0022
O, 16.653, 4.6031, 30.9788, -0.0012, -0.0004, 0.004
O, 25.5824, 7.1377, 11.121, -0.0003, 0.008, 0.0077
O, 11.2887, 12.9096, 16.2404, 0.0005, -0.0005, 0.001
O, 13.1906, 20.4345, 18.3537, -0.0002, 0, 0
O, 21.4678, 4.4155, 12.2049, 0.0041, 0.0039, -0.0127
O, 4.7439, -11.065, 29.7361, -0.0099, -0.0075, 0.0018
O, 2.6703, 8.1296, 21.9035, 0.0004, 0.0001, 0.0012
O, 0.6487, -3.8153, 29.1104, 0.0009, 0.0041, 0.0036
O, -0.1127, 6.4673, 25.4678, 0.0005, 0.0001, 0.0032
O, 11.1707, 25.1372, 27.8066, 0.0062, 0.0065, 0.0036
O, 23.5461, 5.4835, 11.0491, -0.0038, -0.0002, 0.0026
O, 16.79, 21.2792, 21.284, -0.0002, 0.0014, 0.0013
O, 0.9525, 0.029, 21.5254, 0, 0.0007, 0.0018
O, -0.8033, 2.1783, 15.8794, 0.0032, -0.0039, -0.0014
O, 2.419, 18.4496, 21.4073, 0.0014, 0, 0.0018
O, 19.93, 1.3101, 15.508, 0.002, -0.0018, 0.002
O, 0.7271, 8.7462, 20.2394, 0.0001, 0.0001, 0.0008
O, 5.4913, -1.4613, 24.1376, 0, 0.0007, 0.003
O, 5.2293, 7.2568, 24.5626, -0.0015, -0.0026, 0.0028
O, -4.0529, 5.6054, 17.5574, -0.0024, 0.001, 0.001
O, 15.9786, 10.0851, 22.5704, -0.0006, 0.0008, 0.0007
O, 7.2861, 24.1622, 20.3358, 0.0003, 0.0008, 0.0009
O, 17.0807, 19.5843, 14.5878, -0.0025, 0.0041, 0.0003
O, 7.3249, 10.938, 27.2726, 0.0011, 0.0028, 0.003
O, 17.6087, 16.8955, 14.4946, -0.002, -0.0004, 0.0003
O, 10.4934, 15.4085, 12.2603, 0.0033, -0.0036, 0.0024
O, 10.4996, 13.7791, 26.2278, 0.0042, 0.001, 0.0045
O, 13.1085, 14.8101, 16.7742, -0.0002, 0.0004, 0.0006
O, 16.846, 12.2221, 15.8535, -0.0013, -0.0002, 0.0017
O, 6.2395, 5.9394, 19.8193, -0.0002, 0.001, -0.0019
O, -2.1014, 28.1316, 17.9781, 0.0023, 0.0012, -0.0005
O, 30.4542, 18.5635, 12.9229, 0.0021, -0.0021, 0.0018
O, 13.9292, 4.9299, 17.0326, 0.0015, -0.0006, 0.0002
O, -2.1929, 11.5102, 21.8017, 0.0008, 0.0004, 0.0011
O, 7.8893, 2.2906, 28.9059, 0.0034, -0.0062, 0.0099
O, 11.2351, 19.5676, 13.5547, -0.0068, -0.0052, -0.0136
O, 5.8674, 7.519, 17.6853, 0.001, -0.001, 0.0013
O, 3.2364, 5.5829, 23.9464, 0.0007, -0.0002, 0.0016
O, 7.0011, -0.3162, 13.9522, 0.0033, 0.002, 0.005
O, 15.4867, -7.3076, 26.5105, -0.0008, -0.0007, 0.0032
O, 3.6254, 17.5633, 13.4444, 0.0007, 0, 0.002
O, -3.0545, -7.5079, 28.8864, 0.0025, -0.0012, 0.0004
O, 19.8833, 8.8098, 17.8126, 0.0004, -0.0001, 0.0008
O, -5.6498, 23.4325, 17.1995, 0.002, -0.0021, 0.001
O, 12.6198, -3.4793, 25.2617, 0.0008, 0.0001, 0.0033
O, 18.6653, -0.1926, 25.9262, 0.0004, 0.0005, 0.0041
O, 8.7075, 3.5503, 16.7191, 0.0003, 0.0011, -0.0008
O, 16.6108, 5.2448, 22.0185, -0.0002, -0.0001, 0.0026
O, 26.4145, 2.8714, 18.3346, 0.0009, 0.0002, 0.0004
O, 2.1885, 0.6615, 19.2394, 0.0005, 0.0005, 0.0001
O, 4.9287, -8.472, 17.6981, -0.0016, 0, 0
O, 23.8038, 16.1133, 19.0379, 0.0009, 0.0004, -0.0004
O, -7.0615, 7.1259, 31.3358, -0.0028, 0.0024, 0.0007
O, 9.6714, 13.3519, 13.5537, 0.0048, -0.0001, -0.0016
O, 9.2002, -5.5835, 30.5792, 0.0013, 0.0019, 0.0071
O, 15.1474, -8.8162, 28.7334, -0.0003, -0.0012, 0.0009
O, 21.3889, 31.5251, 24.4256, 0.0011, -0.0012, 0.0022
O, 24.8179, 11.4975, 23.1694, 0.0007, 0.0011, 0.0019
O, 11.991, 6.6538, 21.7911, 0.0006, 0.0005, 0.002
O, 7.8971, 16.2582, 11.7552, 0.0048, 0.0023, 0.0032
O, -5.4494, 17.6491, 28.5814, 0.0016, -0.002, 0.0007
O, 15.1865, 7.9278, 13.4714, 0.0026, -0.0028, 0.0039
O, 22.4146, 24.1747, 14.7176, 0.0016, 0.0006, 0.0004

Results
free energy: -229404.582 eV
free energy less fixed offsets of O -568.88, Si -635.61 eV per atom: 7.348 eV

The program warned: the cutoff lies below the one the program advises for these potential files; the forces do not sum to zero within the program's tolerance; the exchange-correlation potential is rough where the density is thin.
